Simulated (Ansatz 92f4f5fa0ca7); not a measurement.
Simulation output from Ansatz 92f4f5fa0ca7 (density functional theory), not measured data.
Periodic cell of 224 atoms, Si133O90H1, from a study of silicon, its oxide and their interface. The atomic structure is a simulated model.
Doubt: the cutoff is far below the 930 eV that the study's wrapper takes by default for these files, so forces and energies are approximate.
This geometry differs little from another in the collection (a relaxation step or a small displacement).

Settings: functional PBE; potential files Ansatz PAW; basis plane waves; wave-function cutoff 580 eV; density cutoff ratio 5; exchange-correlation grid ratio 1; k mesh 1 x 1 x 1, Gamma-centred; self-consistency stop 5e-08 eV per atom in the density residual; occupations fixed; spin none; net charge -1 e, with a uniform compensating background and no finite-size correction.

Cell vectors (angstrom)
a	10.938	0	0
b	0	10.938	0
c	0	0	33.3261

Atoms and the computed forces on them: element, x, y, z (angstrom), force x, y, z (eV/angstrom)
Si	0.4545	-0.3489	25.9628	0.0031	0.0013	-0.0893
Si	5.3421	0.3193	25.798	0.0245	-0.0352	0.062
Si	2.9557	2.4149	25.7891	-0.0036	0.0021	-0.005
Si	7.9693	3.0239	26.0747	0.0121	-0.0128	0.1018
Si	-0.2699	5.6279	25.7632	0.0257	-0.0145	0.0636
Si	5.8637	5.3217	25.873	-0.0056	0.0034	-0.0119
Si	2.6387	8.3028	25.7055	0.0258	-0.0308	0.0605
Si	8.5746	8.0217	25.7919	-0.0063	-0.0089	-0.0186
Si	1.5078	1.2924	27.2609	-0.0001	0.0094	0.0273
Si	6.799	1.4088	27.2835	-0.0136	0.0066	-0.0006
Si	4.1235	4.1216	27.0218	-0.0061	0.0027	0.0341
Si	9.6054	4.1538	27.2736	-0.0111	0.0132	-0.0054
Si	1.3941	6.7821	27.0554	-0.0112	0.0285	0.0067
Si	6.9837	6.8796	27.189	-0.0094	0.0059	0.0306
Si	4.1979	9.539	27.0381	-0.0175	0.0103	0.0063
Si	9.6888	9.5331	27.1966	-0.0156	0.002	0.0404
Si	2.844	-0.0939	28.5653	0.0103	-0.0183	0.001
Si	8.2333	-0.0232	28.5223	0.0026	0.0028	0.0108
Si	0.047	2.6951	28.5358	-0.0017	-0.0005	0.0031
Si	5.4097	2.7856	28.5605	0.0134	-0.0052	0.0032
Si	2.7508	5.4404	28.4696	-0.0073	0.0031	0.0036
Si	8.2314	5.4857	28.6129	0.0028	-0.0098	0.0016
Si	0.0611	8.1365	28.5459	0.0252	-0.0209	-0.0025
Si	5.5102	8.1941	28.498	0.0017	0.0082	0.0005
Si	4.1018	1.3673	29.9078	0.0707	-0.0394	0.2657
Si	9.5708	1.3673	29.9078	0.0631	-0.0751	-0.1059
Si	1.3673	4.1018	29.9078	0.2064	-0.0279	-0.1976
Si	6.8362	4.1018	29.9078	-0.1916	0.0999	0.1996
Si	4.1018	6.8362	29.9078	0.024	-0.0584	-0.4903
Si	9.5708	6.8362	29.9078	0.3431	0.1212	0.5104
Si	1.3673	9.5708	29.9078	0.2511	-0.3032	0.0582
Si	6.8362	9.5708	29.9078	0.0845	-0.0327	-0.1388
Si	0	0	31.2751	0.0021	0.0297	-0.0502
Si	5.469	0	31.2751	0.0656	0.1771	-0.0227
Si	2.7345	2.7345	31.2751	-0.0542	-0.0736	-0.0221
Si	8.2035	2.7345	31.2751	-0.0504	0.014	-0.043
Si	0	5.469	31.2751	-0.0662	0.0886	-0.0149
Si	5.469	5.469	31.2751	0.0669	-0.0152	-0.0131
Si	2.7345	8.2035	31.2751	-0.0887	0.0675	-0.0032
Si	8.2035	8.2035	31.2751	0.0704	0.0385	-0.0208
Si	1.3673	1.3673	32.6423	-0.0061	0.0294	0.0246
Si	6.8362	1.3673	32.6423	0.0309	-0.0828	0.0205
Si	4.1018	4.1018	32.6423	0.005	-0.0022	0.0085
Si	9.5708	4.1018	32.6423	0.064	-0.0265	-0.0069
Si	1.3673	6.8362	32.6423	0.0609	-0.0835	0.0144
Si	6.8362	6.8362	32.6423	-0.0183	0.0181	0.0203
Si	4.1018	9.5708	32.6423	0.0444	-0.0575	-0.0097
Si	9.5708	9.5708	32.6423	-0.03	-0.0144	0.0148
Si	2.7345	0	0.6835	-0.0154	0.0069	-0.0213
Si	8.2035	0	0.6835	0.0114	0.0732	0.0207
Si	0	2.7345	0.6835	-0.0938	0.0241	-0.0186
Si	5.469	2.7345	0.6835	0.017	0.0133	-0.0143
Si	2.7345	5.469	0.6835	-0.0325	0.0258	0.0112
Si	8.2035	5.469	0.6835	-0.0017	-0.0143	-0.02
Si	0	8.2035	0.6835	-0.0026	0.0025	-0.0198
Si	5.469	8.2035	0.6835	-0.0295	0.0811	-0.0248
Si	4.1018	1.3673	2.0507	-0.0158	-0.0282	0.0506
Si	9.5708	1.3673	2.0507	0.091	-0.0081	-0.0044
Si	1.3673	4.1018	2.0507	-0.0495	-0.1186	-0.0057
Si	6.8362	4.1018	2.0507	0.0122	0.0093	0.0492
Si	4.1018	6.8362	2.0507	0.0872	-0.0201	-0.0049
Si	9.5708	6.8362	2.0507	-0.0172	0.0065	0.0422
Si	1.3673	9.5708	2.0507	0.0013	0.023	0.0495
Si	6.8362	9.5708	2.0507	-0.0678	-0.161	-0.0159
Si	0	0	3.418	0.0705	0.3557	-0.3981
Si	5.469	0	3.418	-0.2256	-0.174	0.1014
Si	2.7345	2.7345	3.418	-0.2905	-0.019	-0.0448
Si	8.2035	2.7345	3.418	0.0606	0.0873	0.0889
Si	0	5.469	3.418	0.0256	-0.0734	0.1226
Si	5.469	5.469	3.418	-0.0487	0.2478	-0.2327
Si	2.7345	8.2035	3.418	0.0868	0.0443	0.1969
Si	8.2035	8.2035	3.418	-0.3759	-0.154	-0.3707
Si	1.3394	1.369	4.8079	-0.0094	0.0143	-0.008
Si	6.796	1.3883	4.764	-0.0016	-0.0024	0.0032
Si	4.041	4.1683	4.7409	-0.0042	0.0069	0.0176
Si	9.5617	4.1146	4.8151	0.0001	-0.0019	-0.0111
Si	1.3609	6.8435	4.7956	-0.0091	0.0064	0.0079
Si	6.8116	6.8432	4.7947	-0.0168	0.0105	-0.005
Si	4.0784	9.5752	4.8475	-0.0026	0.0001	-0.0076
Si	9.5087	9.6277	4.6821	-0.0101	0.0004	0.0101
Si	2.6323	-0.0505	6.2305	0.0092	-0.0132	-0.0301
Si	8.1553	0.0015	6.0914	0.0112	-0.0047	0.0013
Si	-0.0289	2.7513	6.2135	0.0195	-0.0109	-0.0044
Si	5.3458	2.7325	6.0407	-0.0007	0.0106	-0.0183
Si	2.7294	5.51	6.2255	0.0094	-0.0182	-0.0017
Si	8.1341	5.432	6.1745	-0.006	-0.0061	-0.0359
Si	-0.1253	8.2305	5.989	0.0135	-0.0014	-0.0183
Si	5.4538	8.1991	6.2338	0.0109	-0.0056	-0.0126
Si	3.7878	1.6242	7.4063	0.0097	0.0174	0.0441
Si	9.6902	1.1287	7.4464	-0.0273	0.0256	-0.0355
Si	1.5971	3.8958	7.5229	-0.0273	0.0322	-0.0411
Si	6.5167	4.2087	7.4101	-0.0179	0.0038	0.0225
Si	4.3845	6.5657	7.5944	-0.007	-0.0098	-0.0148
Si	9.2693	7.1244	7.3472	0.0217	0.0052	0.0249
Si	0.8995	9.7447	7.4272	-0.0146	-0.0057	0.0293
Si	7.0779	9.3825	7.4899	-0.027	0.0369	-0.0373
O	9.6057	6.8158	25.2746	-0.0128	0.0131	-0.0397
O	4.1457	1.3589	25.28	-0.0201	0.0164	-0.0471
O	8.1921	8.2401	7.9528	0.0185	-0.0189	0.0485
O	2.7097	2.7539	7.9768	0.0205	-0.0291	0.0469
O	6.9107	4.1157	25.413	-0.0332	0.0318	-0.0688
O	1.5114	9.4677	25.3231	-0.0263	0.0285	-0.0431
O	5.4824	5.3818	7.9185	0.0147	-0.0085	0.028
O	-0.1183	0.019	7.8908	0.0171	-0.0194	0.0321
O	6.9662	3.3833	8.769	-0.017	0.0121	-0.0157
O	6.5536	10.1493	8.8643	0.0027	-0.0003	0.0139
O	10.152	6.5593	8.6116	-0.0202	0.0232	-0.0268
O	1.1272	8.8584	8.7959	-0.0028	0.0025	-0.0009
O	4.609	1.0567	8.7048	-0.018	0.0062	-0.0289
O	1.0335	4.615	8.912	0.0132	-0.0033	0.0131
O	8.9309	1.5695	8.8481	0.0062	-0.0116	0.0103
O	3.9605	7.0358	9.1161	0.0001	0.0064	0.0198
O	8.0496	8.8537	24.4591	0.0028	0.0094	0.0167
O	8.7517	2.2769	24.8642	0.0242	-0.0299	-0.0211
O	5.5267	6.2549	24.5463	0.0068	-0.0019	-0.0086
O	2.0142	2.8222	24.4905	-0.0026	-0.0015	0.0135
O	10.7792	0.4112	24.6567	0.0003	-0.011	0.0812
O	0.2065	4.7784	24.4234	0.0038	-0.0163	-0.025
O	7.1559	11.891	20.6834	-0.0276	-0.0488	0.0116
O	6.2418	10.7926	24.4931	0.0191	-0.0044	-0.0244
Si	9.6934	1.3617	23.9308	0.0147	-0.0171	-0.0463
Si	4.7421	6.363	20.5536	-0.1251	0.0659	0.0063
Si	1.0529	8.925	10.4251	0.0083	-0.0072	-0.0068
Si	17.3277	5.2357	15.9005	-0.0497	0.0385	-0.1139
Si	7.2189	2.1473	19.5544	0.1423	0.0362	0.0097
Si	19.2785	14.3249	12.601	0.015	-0.0249	-0.0204
Si	10.9772	5.0698	16.8412	-0.0585	-0.0592	0.0759
Si	9.2065	-0.6479	16.4383	0.0217	0.0055	0.0442
Si	15.4058	10.4572	19.0097	-0.0337	-0.0068	-0.0315
Si	12.5161	3.0629	18.3385	-0.0707	0.0445	-0.0136
Si	8.3509	2.9444	9.5058	0.0067	0.0059	0.0318
Si	3.0211	7.8838	18.4953	-0.052	0.0305	-0.021
Si	11.4815	1.1527	16.255	-0.004	0.0039	0.0396
Si	0.4176	13.6956	13.496	-0.0191	0.0093	0.0217
Si	4.1771	2.4433	20.0059	-0.0388	0.0196	-0.047
Si	6.1242	2.4457	14.4465	-0.0057	-0.0307	0.0185
Si	7.3838	5.731	18.8852	0.257	-0.109	0.0546
Si	5.2186	10.7763	9.5784	-0.001	-0.0015	0.0207
Si	15.213	6.5444	23.5364	-0.0018	0.0121	-0.0065
Si	17.8958	10.2592	20.6823	0.011	0.0323	-0.0165
Si	3.1191	4.2951	21.952	-0.0384	-0.0344	-0.0033
Si	11.4805	9.6317	14.8058	-0.0042	-0.0288	0.0516
Si	6.5332	11.5423	16.9561	0.013	0.0066	-0.0017
Si	5.2752	8.2957	13.1118	-0.0179	0.0019	0.0061
Si	10.54	5.2158	9.4319	0.009	-0.0178	0.0255
Si	3.7567	6.9399	15.4797	-0.0439	-0.0062	0.0264
Si	7.4872	10.1554	23.6334	-0.0014	0.0198	-0.0272
Si	-2.1511	8.4759	18.8936	0.1093	0.0467	0.0143
Si	-0.3841	6.8284	12.0497	0.0108	-0.0323	0.0199
Si	1.5976	11.0589	12.2825	0.0014	0.0007	0.0285
Si	11.0469	6.7381	19.0906	0.0298	-0.0621	0.042
Si	3.8415	8.1205	10.3231	0.0007	0.0069	-0.0008
Si	0.8331	3.5155	23.5735	-0.0274	-0.0073	-0.0156
Si	9.8623	3.9274	19.1348	-0.2851	0.3054	0.0129
Si	4.8364	11.287	12.5421	0.001	0.0079	-0.0015
Si	7.8105	6.2975	13.4895	0.019	0.0044	0.0046
Si	1.3131	5.4485	14.1537	-0.0036	0.0141	0.0359
O	10.0702	7.8757	19.716	-0.0287	-0.016	-0.0305
O	5.1039	1.7426	13.3591	0.0024	-0.0022	0.002
O	11.1945	2.9172	19.3098	0.0984	-0.0211	-0.0204
O	7.3284	12.4245	18.068	-0.031	-0.0183	-0.0077
O	4.1506	7.9783	14.2666	0.012	0.0017	-0.0066
O	3.9512	0.8469	19.7947	0.0057	0.004	0.0121
O	2.3435	8.0724	10.9406	-0.0118	0.0119	-0.0113
O	-1.1689	4.1326	17.4665	0.124	-0.0035	-0.1172
O	7.7006	4.9035	12.6034	-0.0102	0.0127	0.005
O	9.4352	-1.7947	17.5541	-0.0341	0.0442	-0.0233
O	5.8248	14.8913	15.0064	0.0164	0.0202	0.0239
O	5.4825	9.9281	13.2146	0.0031	-0.007	-0.0028
O	10.7173	8.1952	11.1505	-0.0039	-0.0066	0.0045
O	17.7025	4.9997	17.4595	-0.0307	0.0928	0.1409
O	1.3064	10.7382	15.7416	-0.0085	-0.008	-0.019
O	5.9979	12.4567	15.7535	0.0119	0.0028	-0.0095
O	1.6587	7.2963	19.1931	-0.0349	-0.0166	0.0094
O	19.5111	3.0721	19.7711	-0.108	-0.1815	0.041
O	7.6601	18.3081	18.5084	-0.1412	-0.1339	0.0133
O	12.5032	1.7726	17.3395	-0.0159	0.0027	-0.0038
O	3.2178	11.117	12.4172	-0.0051	0.0012	-0.0016
O	3.2586	7.5991	24.3154	0.003	-0.0054	-0.0323
O	19.1309	9.6566	19.8332	-0.0299	-0.0071	0.0226
O	9.4214	4.0972	9.1279	-0.0071	-0.0047	-0.006
O	11.8974	9.9337	13.2724	0.0009	0.0114	0.0007
O	3.8521	2.8718	21.5703	0.0023	0.011	-0.0083
O	4.7672	7.0937	22.065	0.0292	-0.013	-0.0239
O	1.1687	10.512	10.8042	-0.0021	-0.0003	-0.0139
O	5.1443	6.2746	15.9313	0.0215	-0.0188	0
O	18.5405	10.5096	16.2887	0.0239	-0.0029	0.02
O	-2.8151	2.7689	11.0991	-0.002	0.006	0.0179
O	6.6496	7.4298	13.2762	-0.0034	0.0006	-0.0095
O	5.7317	2.8727	19.6526	-0.0559	0.0059	0.0249
O	11.0235	5.2266	15.2318	0.0211	0.0067	-0.0256
O	16.1698	10.7984	17.598	-0.0074	0.003	0.0274
O	10.0192	11.6617	16.8689	-0.028	-0.0534	-0.0296
O	0.2742	2.1748	15.0097	0.0012	0.0015	-0.0175
O	3.6144	5.0495	23.3292	0.0074	-0.005	0.0072
O	14.028	-3.3447	16.861	0.0073	-0.0089	-0.0073
O	11.9362	8.1368	15.2196	-0.0877	0.0626	-0.4109
O	5.5304	11.3849	11.0543	-0.0119	0.0031	0.0166
O	4.1033	-1.3471	9.6577	0.0018	-0.0143	0.0131
O	8.6529	11.2513	23.2319	-0.003	-0.0063	0.0374
O	4.8253	7.8661	11.5882	0.0099	-0.0006	0.0109
O	10.6115	2.442	23.0997	0.003	0.0012	0.0223
O	3.5007	5.2888	20.7194	0.0346	-0.0037	0.0006
O	7.6852	5.8618	15.0691	-0.0182	-0.02	0.0286
O	-0.4336	5.5585	11.0111	-0.0035	0.0376	0.0126
O	9.8529	9.8091	15.0034	-0.0015	0.0083	0.0032
O	0.945	12.5266	12.4924	0.0006	0.0037	-0.0036
O	6.9199	9.6676	22.1983	0.0002	-0.0034	-0.0007
O	1.5067	3.9736	13.4563	-0.0052	-0.0099	-0.0116
O	4.2896	7.2766	19.2891	0.0396	-0.0305	0.0329
O	2.713	5.8476	14.8702	0.0061	0.01	0.0015
O	9.9231	14.2725	12.9674	0.0245	-0.0113	0.0069
O	3.1757	9.508	18.698	0.0261	0.0024	0.0188
O	9.2215	6.9627	12.9905	-0.0163	-0.0029	-0.0061
O	17.1236	5.7682	20.1159	0.0606	0.0209	-0.1232
O	0.8878	6.5281	13.0142	-0.0115	-0.002	-0.0184
O	10.8146	6.5701	17.4696	0.0122	0.0231	-0.004
O	16.4933	9.7681	20.0105	-0.0003	-0.0051	0.0093
O	1.5205	4.0455	22.1895	0.036	0.0068	-0.0124
O	10.586	5.3129	19.7914	0.1219	0.0576	-0.0041
O	23.3269	4.4224	17.4082	0.0063	-0.0368	0.0326
O	13.9817	3.1383	19.0427	0.0338	-0.0253	0.0619
O	7.5858	2.4551	13.7084	-0.0117	0.0014	0.0032
H	12.3396	8.0405	16.0923	0.0978	-0.0367	0.4011

Results
free energy: -135744.684 eV
free energy less fixed offsets of H -15.97, O -568.88, Si -635.61 eV per atom: 6.616 eV

The program warned: the cutoff lies below the one the program advises for these potential files; the exchange-correlation potential is rough where the density is thin.
